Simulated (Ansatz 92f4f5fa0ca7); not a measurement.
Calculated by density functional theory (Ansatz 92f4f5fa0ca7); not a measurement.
Periodic cell of 300 atoms, Si196O104, from a study of silicon, its oxide and their interface. The atomic structure is a simulated model.
Doubt: the cutoff is far below the 930 eV that the study's wrapper takes by default for these files, so forces and energies are approximate.
This geometry differs little from another in the collection (a relaxation step or a small displacement).

Settings
functional: PBE
potential files: Ansatz PAW
basis: plane waves
wave-function cutoff: 580 eV
density cutoff ratio: 5
exchange-correlation grid ratio: 1
k mesh: 1 x 1 x 1, Gamma-centred
self-consistency stop: 5e-08 eV per atom in the density residual
occupations: fixed
spin: none
net charge: 0

Cell vectors (angstrom)
a, 11.6015, 0, 0
b, 0, 10.938, 0
c, 0, 0, 40.9003

Atoms: element, x, y, z (angstrom)
Si, 0, 0, 0.9665
Si, 3.8672, 0, 0.9665
Si, 7.7343, 0, 0.9665
Si, 1.9336, 1.3673, 0.9665
Si, 5.8008, 1.3673, 0.9665
Si, 9.6679, 1.3673, 0.9665
Si, 0, 5.469, 0.9665
Si, 3.8672, 5.469, 0.9665
Si, 7.7343, 5.469, 0.9665
Si, 1.9336, 6.8362, 0.9665
Si, 5.8008, 6.8362, 0.9665
Si, 9.6679, 6.8362, 0.9665
Si, 1.9336, 2.7345, 39.9332
Si, 5.8008, 2.7345, 39.9332
Si, 9.6679, 2.7345, 39.9332
Si, 0, 4.1018, 39.9332
Si, 3.8672, 4.1018, 39.9332
Si, 7.7343, 4.1018, 39.9332
Si, 1.9336, 8.2035, 39.9332
Si, 5.8008, 8.2035, 39.9332
Si, 9.6679, 8.2035, 39.9332
Si, 0, 9.5708, 39.9332
Si, 3.8672, 9.5708, 39.9332
Si, 7.7343, 9.5708, 39.9332
Si, 0, 0, 4.8337
Si, 3.8672, 0, 4.8337
Si, 7.7343, 0, 4.8337
Si, 1.9336, 1.3673, 4.8337
Si, 5.8008, 1.3673, 4.8337
Si, 9.6679, 1.3673, 4.8337
Si, 0, 5.469, 4.8337
Si, 3.8672, 5.469, 4.8337
Si, 7.7343, 5.469, 4.8337
Si, 1.9336, 6.8362, 4.8337
Si, 5.8008, 6.8362, 4.8337
Si, 9.6679, 6.8362, 4.8337
Si, 1.9336, 2.7345, 2.9001
Si, 5.8008, 2.7345, 2.9001
Si, 9.6679, 2.7345, 2.9001
Si, 0, 4.1018, 2.9001
Si, 3.8672, 4.1018, 2.9001
Si, 7.7343, 4.1018, 2.9001
Si, 1.9336, 8.2035, 2.9001
Si, 5.8008, 8.2035, 2.9001
Si, 9.6679, 8.2035, 2.9001
Si, 0, 9.5708, 2.9001
Si, 3.8672, 9.5708, 2.9001
Si, 7.7343, 9.5708, 2.9001
Si, -1.0897, 3.2464, 28.7395
Si, 1.8585, -2.7314, 32.2105
Si, 11.0349, -4.7, 28.5268
Si, 5.2899, 4.5653, 31.9712
Si, 7.8905, -1.663, 22.8015
Si, 12.9953, 1.5769, 29.4915
Si, -3.6108, 10.3176, 31.7967
Si, 4.9933, 10.9535, 26.989
Si, 8.7618, 7.0646, 30.7065
Si, 2.0539, 10.869, 26.952
Si, 7.7351, 5.1094, 31.7393
Si, 5.1885, 8.0661, 31.7727
Si, 4.0107, 6.1517, 30.8107
Si, 0.4445, -2.5674, 26.3246
Si, 5.4529, 2.1961, 31.8053
Si, -4.6816, 7.1902, 26.2854
Si, 9.703, 8.5666, 32.2742
Si, 9.3424, 0.7375, 26.8989
Si, -1.0681, 13.4889, 32.1827
Si, 0.0863, 9.6818, 32.4151
Si, 7.0778, 8.6745, 30.401
Si, 3.5952, 9.8432, 32.0634
Si, 3.4107, 12.1494, 30.9701
Si, 12.25, 4.2878, 32.2976
Si, -0.0576, -0.0496, 34.4172
Si, 3.8248, -0.0843, 34.2026
Si, 7.6998, 0.1415, 34.014
Si, 1.9011, 1.2214, 34.4618
Si, 5.6932, 1.3768, 34.0524
Si, 9.7353, 1.4507, 34.1716
Si, 0.2057, 5.5759, 34.2049
Si, 4.1965, 5.4701, 34.0253
Si, 7.9209, 5.6893, 34.0275
Si, 2.1876, 6.8446, 34.131
Si, 5.9393, 7.0747, 33.9748
Si, 9.8498, 7.0255, 34.1362
Si, 1.9873, 2.8201, 36.1381
Si, 5.8302, 2.752, 36.0115
Si, 9.6768, 2.8149, 36.0805
Si, 0.0357, 4.1445, 36.0792
Si, 3.9503, 4.1533, 36.0225
Si, 7.7471, 4.1901, 35.9627
Si, 2.064, 8.1757, 36.0863
Si, 5.9138, 8.2495, 36.0386
Si, 9.7035, 8.2263, 36.1278
Si, 0.0647, 9.4555, 36.2073
Si, 3.9615, 9.5409, 36.1196
Si, 7.811, 9.6582, 35.9922
Si, 0, 0, 37.9996
Si, 3.8672, 0, 37.9996
Si, 7.7343, 0, 37.9996
Si, 1.9336, 1.3673, 37.9996
Si, 5.8008, 1.3673, 37.9996
Si, 9.6679, 1.3673, 37.9996
Si, 0, 5.469, 37.9996
Si, 3.8672, 5.469, 37.9996
Si, 7.7343, 5.469, 37.9996
Si, 1.9336, 6.8362, 37.9996
Si, 5.8008, 6.8362, 37.9996
Si, 9.6679, 6.8362, 37.9996
Si, 1.8554, 2.681, 6.8209
Si, 5.7137, 2.7519, 6.7141
Si, 9.6181, 2.7619, 6.7129
Si, -0.0322, 4.1004, 6.7875
Si, 3.7784, 4.0911, 6.7934
Si, 7.655, 4.076, 6.7277
Si, 1.9176, 8.1241, 6.8936
Si, 5.7344, 8.1611, 6.7735
Si, 9.6647, 8.176, 6.7495
Si, -0.0073, 9.5322, 6.8154
Si, 3.8209, 9.5559, 6.8114
Si, 7.6918, 9.4617, 6.6564
Si, -0.1904, -0.1, 8.8087
Si, 3.7882, 0.025, 8.7434
Si, 7.5995, -0.0972, 8.4952
Si, 1.7949, 1.2664, 8.7745
Si, 5.7609, 1.3545, 8.587
Si, 9.5132, 1.2609, 8.5047
Si, -0.0668, 5.3918, 8.7895
Si, 3.8673, 5.3445, 8.8122
Si, 7.6648, 5.428, 8.6386
Si, 1.9122, 6.7331, 8.9401
Si, 5.7291, 6.8099, 8.7283
Si, 9.5898, 6.7437, 8.6167
Si, 6.0934, 2.5609, 10.5799
Si, 3.2697, -0.9358, 19.1333
Si, 13.3607, -2.6219, 10.7927
Si, 3.7713, -0.2396, 12.9817
Si, 3.7241, -1.2246, 10.7549
Si, 11.4888, 3.8011, 10.5824
Si, 4.0015, 3.7953, 10.6684
Si, 5.5535, 8.2461, 10.6361
Si, 13.5474, 13.5592, 10.7011
Si, -2.0844, 13.4265, 10.4601
Si, -0.3826, 9.3018, 10.6965
Si, 8.3131, 13.9325, 14.8877
Si, -0.5639, 3.6098, 13.4567
Si, 9.235, -3.0504, 10.617
Si, 7.9579, -4.7162, 12.0847
Si, 5.6472, -4.103, 12.549
Si, 5.156, -2.682, 14.4294
Si, 14.5218, -3.2744, 24.5211
Si, -3.7608, 4.2063, 10.653
Si, 7.5588, 9.5135, 10.4275
Si, 7.9183, 0.3301, 11.9304
Si, -3.4742, 9.4055, 14.6194
Si, 0.4868, 10.0693, 16.1426
Si, 13.2389, 1.8044, 12.9079
O, 41.7685, -29.5292, 26.6529
O, 11.7482, 9.1066, 17.4253
O, 8.4455, -0.7905, 16.0453
O, -1.2953, 3.1133, 22.3799
O, -31.9882, -5.6552, 13.4512
O, 10.834, -14.3702, 13.6188
O, -5.0232, -1.9865, 14.7883
O, -9.2671, 11.3151, 18.8578
O, 0.7674, 20.1618, 14.7853
O, 4.4611, -4.6027, 29.2166
O, -9.3997, -10.6537, 13.1695
O, 7.7724, 15.1095, 15.8819
O, 25.0735, 18.7789, 25.741
O, 0.2931, 42.0356, 21.7364
O, -17.0784, -4.8035, 27.2199
O, 5.4001, 18.4025, 18.5112
O, -6.6069, -9.323, 27.3429
O, 6.355, 9.6149, 23.2698
O, 3.8532, 8.9475, 24.1524
O, -21.8636, -15.0625, 20.8292
O, -20.7873, -8.1984, 14.0331
O, -19.7885, -30.7719, 17.0675
O, 11.0926, 4.5104, 24.3559
O, 10.8472, 32.9731, 16.0179
Si, 1.0248, -2.531, 20.503
Si, -4.4329, 14.992, 17.3974
Si, 13.3961, 2.1811, 32.3716
Si, 13.1667, 6.1564, 30.9157
Si, 10.8506, 16.9273, 17.0596
Si, -2.1413, 7.2933, 14.4819
Si, -1.1326, -0.754, 24.4312
Si, -8.1326, 15.9089, 25.537
Si, -4.0385, -1.4863, 28.1815
Si, 0.1355, 22.6263, 31.2398
Si, 13.6732, 5.4577, 17.2186
Si, 11.8939, 3.5549, 18.4214
Si, 1.0372, -6.8186, 24.0183
Si, 4.9853, 16.2831, 28.0557
Si, 4.9428, 2.8634, 23.6736
Si, -3.2941, 12.7271, 19.0906
Si, 10.5753, 2.256, 21.0385
Si, -6.346, -5.6941, 21.8133
Si, 4.2678, 15.8139, 12.7272
Si, -6.1989, 2.2679, 14.3038
Si, 2.0807, 1.2128, 17.4759
Si, -0.5476, 19.3463, 18.7505
Si, -5.4477, 2.6211, 27.927
Si, 6.4961, -4.4715, 19.1799
Si, 9.7362, 3.9868, 23.6132
Si, -3.8894, 17.2146, 23.5179
Si, -9.2868, 1.2409, 23.9828
Si, 2.0605, 15.2117, 14.504
Si, -6.6076, 1.995, 16.6456
Si, 2.192, 17.1086, 22.0637
Si, 19.1318, 13.4146, 25.3374
Si, 5.3744, 31.2648, 24.5507
Si, 8.1259, 8.9767, 19.7437
Si, -7.3937, 29.5552, 17.4265
Si, 6.0453, 0.0372, 18.7731
Si, 9.3453, 0.4773, 16.5141
Si, 0.3587, -2.29, 13.3202
Si, 0.2486, -0.2692, 22.5124
Si, -2.6038, 14.2552, 30.6918
Si, 7.4251, 23.4879, 30.6143
O, 21.082, -7.3856, 13.9004
O, 5.9356, 8.209, 25.5054
O, -19.6927, 20.057, 17.7642
O, -5.466, 21.0846, 27.7971
O, -3.6122, 22.9442, 26.0228
O, -10.8074, 6.2582, 29.445
O, -3.4296, 25.1187, 18.3873
O, -9.8119, 0.1326, 22.9162
O, 18.1954, 12.2493, 11.6106
O, 7.0519, 2.3198, 14.1008
O, 5.6338, 11.5224, 17.2661
O, -6.9845, 29.4796, 15.846
O, 11.3383, -10.0575, 21.4499
O, 0.7865, 2.1953, 17.65
O, 7.0226, -9.2286, 28.9693
O, -3.0119, -26.6162, 13.6226
O, 7.0991, -12.145, 18.7188
O, 1.7854, 21.9666, 16.3334
O, 16.7122, -7.2776, 22.2442
O, -0.4306, 15.4388, 12.0826
O, -2.4945, 12.8277, 20.4793
O, -21.9152, -8.425, 23.9328
O, 22.2681, 4.718, 27.9896
O, 11.3824, -7.8013, 19.9126
O, 38.6938, 17.3501, 24.9109
O, -17.9353, -11.0981, 25.3905
O, 2.5027, -23.7144, 20.242
O, 4.0752, 20.3588, 13.9704
O, 12.0193, 4.3842, 14.5239
O, 8.964, 12.7885, 15.7922
O, 9.6619, -45.5498, 19.2182
O, -14.2445, -0.8989, 23.7775
O, 22.0105, 0.2753, 25.7322
O, 9.1383, 11.7067, 18.1063
O, -5.2018, 13.2453, 24.1711
O, -2.745, 14.0883, 24.6931
O, 11.3036, 9.8015, 12.3219
O, -18.2201, 14.6984, 13.7369
O, 3.8326, 12.609, 23.5448
O, -3.3952, -14.1844, 22.9236
O, 8.1659, 10.5515, 13.4133
O, 9.2249, 23.1938, 11.6524
O, 21.3305, -26.1005, 29.3951
O, 18.423, 12.2, 19.5113
O, -19.4952, 26.8192, 27.1326
O, 11.0237, -13.1072, 25.1
O, 4.7316, 10.5326, 19.6406
O, -9.3997, -10.3808, 25.4576
O, -6.8706, 1.0177, 13.4595
O, 18.6666, 27.4406, 17.9568
O, 10.7716, -6.5467, 17.5214
O, 21.4287, 17.457, 15.8993
O, 12.3997, 17.2233, 16.6085
O, -9.7099, 15.6359, 25.2778
O, -17.4899, 3.3019, 17.3533
O, 11.6324, 23.9525, 13.2251
O, -17.6507, 14.8758, 28.6982
O, -8.415, 17.4063, 17.7606
O, 0.91, -1.2214, 27.1447
O, 13.1328, 26.6477, 22.5944
O, -24.8157, 23.8999, 27.7218
O, -8.0641, 10.3159, 27.3864
O, 2.0454, -14.5624, 23.2107
O, -15.4769, -26.4899, 25.1587
O, 1.6083, -9.8096, 27.9407
O, 2.6447, 26.4195, 15.9941
O, 19.2719, 7.404, 19.8214
O, -7.185, 3.8696, 24.8333
O, 15.3737, 27.7978, 21.7396
O, -23.484, -3.6745, 27.2785
O, -17.287, -5.48, 20.3348
O, 13.2046, -6.3954, 18.4991
O, 8.8638, 21.4075, 27.9305
O, -12.6222, -15.0007, 18.4015
O, -5.3837, 27.8233, 22.9405
O, 8.05, 9.6732, 21.2306
O, 8.8009, 5.176, 23.0269
O, 0.476, 2.9683, 29.2656
O, 13.1932, 7.9544, 12.4598
O, -3.7288, 8.1319, 27.2254

Results
free energy: -183737.008 eV
free energy less fixed offsets of O -568.88, Si -635.61 eV per atom: 6.072 eV

Forces (eV/angstrom), in the order of the atoms: element, x, y, z
Si, -0.0016, 0.0213, 0.0223
Si, -0.0095, 0.0537, 0.0041
Si, -0.0067, 0.0318, -0.0357
Si, 0.0007, -0.0138, 0.0439
Si, 0.0009, -0.0532, -0.0182
Si, 0.0042, -0.0094, -0.0073
Si, -0.0106, 0.031, -0.0034
Si, 0.0024, 0.076, -0.0184
Si, 0.0224, 0.0545, -0.0326
Si, -0.0134, -0.0826, 0.0258
Si, 0.0013, -0.0671, -0.0032
Si, 0.0061, 0.0076, 0.0133
Si, 0.0102, -0.0555, 0.0614
Si, 0.0264, 0.0732, -0.0114
Si, 0.0627, 0.0075, 0.0264
Si, 0.001, -0.0118, 0.0237
Si, 0.0503, -0.1091, -0.0281
Si, -0.0058, -0.1345, -0.0811
Si, 0.0058, 0.0829, -0.037
Si, 0.0099, 0.1089, -0.0669
Si, -0.002, -0.0133, -0.0003
Si, -0.0035, 0.089, 0.1243
Si, 0.0218, -0.02, 0.0463
Si, 0.0326, -0.0942, -0.0284
Si, 0.111, -0.153, 0.3246
Si, -0.0981, -0.1375, 0.218
Si, -0.0379, -0.0473, -0.2749
Si, -0.0606, -0.0394, 0.1442
Si, -0.1082, -0.1518, -0.1748
Si, -0.0162, -0.0527, -0.1957
Si, -0.0184, -0.0096, 0.0858
Si, -0.1538, -0.0523, 0.1129
Si, -0.0625, 0.0987, -0.1034
Si, 0.0077, -0.0197, 0.4146
Si, -0.1435, -0.1956, -0.0317
Si, 0.0809, -0.1739, -0.1569
Si, -0.0108, 0.0535, 0.0073
Si, -0.0156, 0.0021, -0.053
Si, 0.0012, -0.0381, -0.0707
Si, 0.0126, -0.0669, 0.0433
Si, -0.0347, -0.0897, 0.038
Si, -0.0199, -0.0362, 0.0088
Si, -0.0147, 0.1459, 0.0654
Si, -0.027, 0.0615, 0.0075
Si, -0.0132, 0.0026, -0.0051
Si, -0.0305, -0.0581, 0.032
Si, -0.0219, -0.0663, 0.0188
Si, -0.0008, 0.0573, -0.0756
Si, -0.0028, -0.002, 0.004
Si, -0.0058, -0.014, 0.0012
Si, -0.0018, 0.0006, -0.0055
Si, 0.009, -0.0203, 0.0055
Si, -0.0033, 0.0077, -0.0089
Si, 0.0125, -0.0029, 0.0076
Si, 0.0099, 0.0273, 0.0173
Si, 0.0034, 0.0025, 0.0023
Si, -0.011, -0.0076, 0.0048
Si, -0.0028, 0.0013, -0.0005
Si, -0.001, 0.0007, -0.0001
Si, 0.007, 0.0052, 0.0101
Si, -0.0067, -0.0023, -0.0026
Si, -0.0017, 0.0002, -0.0012
Si, -0.005, 0.0016, -0.0067
Si, 0.0006, -0.0016, -0.0047
Si, -0.0284, -0.0032, -0.0008
Si, -0.003, 0.0004, 0.001
Si, -0.0112, -0.0006, -0.0131
Si, -0.0026, 0.0144, -0.0038
Si, 0.0171, -0.0143, -0.0134
Si, 0.0079, 0.0125, -0.0039
Si, 0.0051, 0.0053, -0.0045
Si, 0.0052, -0.0067, -0.0016
Si, 0.0109, -0.002, 0.0044
Si, 0.0032, 0.0015, -0.0023
Si, 0.0107, -0.011, -0.0141
Si, -0.0035, -0.0048, -0.0023
Si, -0.0019, 0.0006, -0.0083
Si, -0.0085, 0.0031, -0.0057
Si, -0.0005, 0.0103, -0.002
Si, -0.0085, 0.0071, -0.0135
Si, -0.0139, 0.0004, -0.0051
Si, 0.0003, -0.0033, 0.0021
Si, 0.0075, 0.0005, -0.0023
Si, 0.0098, -0.0045, -0.0081
Si, 0.0024, -0.0008, -0.0003
Si, 0.0003, -0.0052, -0.0026
Si, 0.0003, -0.0019, -0.0031
Si, 0.0023, -0.0031, -0.0024
Si, 0.0001, -0.0045, -0.0008
Si, 0.0004, 0.0033, -0.002
Si, 0.0033, 0.0031, -0.0064
Si, -0.0003, 0.0044, -0.0054
Si, 0.0002, 0.0013, -0.0024
Si, -0.0047, -0.0003, -0.0022
Si, -0.0017, -0.0007, 0.0007
Si, -0.0036, 0.0025, 0.0004
Si, 0.1732, 0.0806, 0.3222
Si, 0.0863, 0.1682, 0.0765
Si, 0.0766, 0.161, -0.2261
Si, 0.085, 0.1634, 0.2485
Si, 0.0891, 0.1353, -0.2858
Si, -0.0976, 0.1948, -0.1267
Si, 0.007, 0.1936, 0.1925
Si, 0.0519, 0.1544, -0.1525
Si, -0.0821, 0.034, -0.2384
Si, 0.112, -0.238, 0.163
Si, 0.2088, 0.0367, -0.2466
Si, -0.1559, -0.1511, 0.2497
Si, 0.0003, 0.0007, 0.0029
Si, 0.0023, 0.0016, -0.0006
Si, 0.0013, 0.0031, -0.0002
Si, 0.0008, -0.002, 0.0002
Si, 0.0018, -0.0005, -0.0002
Si, -0.0024, -0.0045, -0.0017
Si, -0.0011, 0.0066, 0.0002
Si, -0.0009, -0.0011, 0.0041
Si, 0.0011, 0.0004, -0.0004
Si, -0.0025, -0.0015, 0.0015
Si, 0.001, -0.0026, 0.003
Si, 0.0015, -0.0046, 0.0035
Si, 0.0002, -0.0005, -0.0007
Si, 0.0071, 0.0008, -0.0105
Si, -0.001, 0.0034, -0.0041
Si, -0.0042, 0.0026, 0.0014
Si, -0.0048, -0.0036, 0.0003
Si, 0.0031, -0.0049, -0.0031
Si, -0.0032, 0.0005, 0.0031
Si, -0.0015, -0.0039, 0.0047
Si, 0.0043, 0.0025, 0.0065
Si, 0.0019, -0.0061, -0.0044
Si, 0.0063, 0.004, -0.0039
Si, -0.0075, -0.0032, -0.0068
Si, 0.0013, 0.0156, -0.0051
Si, 0.0022, 0.0022, -0.0037
Si, 0.0068, 0.0008, 0.003
Si, -0.0089, -0.0117, -0.0075
Si, -0.0042, 0.0033, 0.007
Si, 0.0117, -0.0115, -0.0161
Si, 0.0028, -0.0044, -0.0017
Si, 0.0093, -0.0048, -0.0008
Si, 0.0026, 0.0029, 0.0025
Si, -0.0003, 0.0064, -0.0044
Si, -0.0077, 0.0085, -0.0018
Si, 0.0039, -0.0004, 0.0088
Si, 0.0059, -0.0053, 0.0006
Si, 0.0043, 0.0026, -0.0002
Si, -0.0057, 0.0052, -0.0034
Si, 0.0022, 0.0047, 0.0015
Si, -0.0006, -0.0089, -0.0095
Si, -0.0004, 0.0006, -0.0069
Si, -0.0126, -0.0078, -0.0059
Si, -0.0118, -0.0409, -0.0277
Si, 0.0097, 0.0382, 0.0337
Si, 0.0013, -0.0154, -0.0009
Si, 0.0051, -0.0004, -0.0041
Si, -0.0084, 0.0069, -0.008
O, -0.0009, 0.0017, -0.0035
O, -0.0014, -0.0003, 0.0013
O, 0.0072, 0.0086, 0.0094
O, -0.0003, 0.0019, 0.0029
O, 0.0052, 0.0037, -0.0059
O, 0.0032, -0.0009, -0.0031
O, 0.0076, 0.0081, 0.0045
O, -0.0009, -0.0021, 0.0008
O, -0.0008, -0.0008, -0.0009
O, -0.0041, 0.003, -0.0047
O, 0.0085, -0.0042, 0.002
O, 0.001, -0.0038, -0.0049
O, 0.0009, -0.0024, -0.0025
O, 0.0019, -0.0019, -0.0025
O, -0.0012, -0.0008, -0.0005
O, -0.0022, 0.0021, -0.002
O, -0.0041, -0.0009, -0.005
O, -0.0026, 0.0007, -0.0046
O, -0.004, 0.0004, -0.0035
O, -0.0008, 0.0031, -0.0017
O, 0.0006, -0.0085, -0.0009
O, 0.0028, 0.0011, -0.0032
O, 0.0044, 0.0026, 0.0005
O, -0.0137, 0.0068, 0.0003
Si, 0.0013, -0.0042, -0.0012
Si, -0.0015, 0.0001, -0.0014
Si, 0.0048, 0.006, -0.0049
Si, -0.0046, 0.0036, -0.0125
Si, -0.0007, -0.0005, -0.0058
Si, -0.0042, 0.0073, 0.0113
Si, 0.0059, -0.0001, -0.0101
Si, -0.0005, -0.0005, -0.0006
Si, -0.0066, 0.0074, 0.0068
Si, -0.0124, -0.005, 0.0016
Si, 0.0013, 0.0007, -0.0021
Si, -0.004, -0.0031, -0.0017
Si, -0.0021, -0.0003, -0.0047
Si, 0.0035, -0.0088, -0.0066
Si, -0.0002, -0.0032, -0.0032
Si, -0.0019, -0.0011, -0.0005
Si, -0.0013, -0.0002, -0.0066
Si, -0.0008, 0.0005, -0.0039
Si, -0.0086, -0.0003, -0.012
Si, -0.0012, 0.0198, 0.0073
Si, 0.0011, 0.0015, -0.0045
Si, -0.004, 0, -0.0027
Si, -0.0006, -0.0001, 0.0025
Si, 0.0008, 0.0005, -0.0003
Si, -0.0004, 0.0016, -0.0066
Si, 0.0012, -0.0028, 0.003
Si, 0.0018, 0.003, -0.0011
Si, -0.0023, 0.0026, 0.0053
Si, 0.003, -0.0044, 0.0014
Si, -0.0008, -0.002, -0.005
Si, -0.0035, -0.0009, 0.0023
Si, -0.0005, -0.0006, -0.0024
Si, -0.0025, 0.0026, 0.0006
Si, -0.0018, 0.001, -0.0009
Si, 0, 0.001, -0.0011
Si, 0.0004, 0.0038, -0.0089
Si, 0.001, 0.0044, 0.0033
Si, -0.0044, 0.0073, 0.0045
Si, 0.0065, -0.0015, 0.0049
Si, -0.0035, -0.0031, 0.0027
O, -0.0069, -0.002, 0.0018
O, -0.0016, -0.0017, -0.0028
O, -0.0011, 0.0003, -0.0007
O, -0.0026, -0.0016, -0.005
O, -0.0012, -0.0014, -0.0015
O, 0.0055, -0.0022, 0.0091
O, 0, 0.0013, -0.0014
O, -0.0033, -0.0026, -0.003
O, -0.0069, 0.0033, -0.0028
O, 0.0016, -0.0042, -0.0051
O, -0.0037, 0.0061, -0.0046
O, -0.0009, 0.0029, -0.0027
O, -0.0009, -0.0049, -0.0002
O, -0.0024, -0.0004, -0.0018
O, 0, 0.0006, -0.0101
O, -0.0022, -0.0058, -0.0039
O, 0.0002, -0.0002, -0.003
O, -0.0001, 0.0011, 0.0005
O, -0.0011, -0.0005, -0.0011
O, -0.0049, 0.0111, 0.0153
O, 0.0002, 0.0009, -0.002
O, -0.0008, -0.0013, -0.002
O, -0.0007, -0.0022, -0.0068
O, -0.0002, 0.002, -0.0006
O, 0.0014, -0.0012, -0.0016
O, 0.0007, 0.0066, -0.0041
O, -0.0033, -0.0015, 0.0013
O, -0.0018, 0.0075, 0.0033
O, -0.0023, 0.0055, 0.0004
O, -0.0049, -0.0067, -0.0022
O, 0.0053, 0.0003, -0.0029
O, 0.0016, 0.0039, 0.0004
O, 0.0021, 0.0008, -0.0031
O, -0.0001, 0.0006, -0.0026
O, -0.0044, 0.0009, -0.0067
O, 0, -0.0012, 0.0019
O, -0.0008, 0.0031, -0.0018
O, 0.0041, -0.0143, 0.0104
O, -0.0008, 0.0004, -0.0029
O, 0.0058, -0.002, -0.0055
O, -0.0027, 0.0008, -0.003
O, -0.0029, -0.0041, -0.0014
O, -0.0021, 0.0045, -0.0024
O, 0.0001, 0.0013, -0.0023
O, -0.0017, 0.0018, -0.0034
O, -0.0009, 0.0006, -0.0033
O, -0.0014, -0.0001, -0.0004
O, -0.0012, -0.0003, -0.0045
O, 0.0017, -0.0009, -0.0021
O, 0.0009, -0.0002, -0.0029
O, 0.0001, 0.0007, 0.0003
O, 0.001, 0.0005, 0.0002
O, -0.0015, 0.0004, 0.0018
O, 0.0013, 0.002, -0.001
O, -0.0011, -0.0005, -0.0035
O, 0.0018, 0.0009, 0.0022
O, -0.0009, 0.0045, -0.0036
O, -0.0006, 0.0005, -0.0001
O, -0.0006, 0.0027, -0.0024
O, -0.0004, 0.0006, -0.0009
O, 0.0021, 0.0038, -0.006
O, -0.0021, -0.0025, -0.0014
O, -0.0004, 0.0018, -0.0016
O, -0.0001, -0.001, 0.0005
O, -0.0056, 0.0017, -0.0093
O, -0.0006, 0, -0.001
O, -0.0007, -0.001, -0.0005
O, -0.0009, 0.0008, -0.0024
O, -0.0002, 0.001, -0.0012
O, -0.0034, 0.0003, -0.0012
O, -0.001, -0.0005, -0.0003
O, 0.0004, 0.0022, -0.0002
O, 0.0065, 0.004, -0.0078
O, 0.001, 0.0025, 0.0019
O, -0.0092, -0.0011, -0.0042
O, 0.0002, 0.0003, -0.0006
O, 0.0016, -0.0013, -0.0034
O, -0.0054, 0.0071, -0.0093
O, -0.0005, -0.0044, -0.0026
O, 0.0038, -0.0035, -0.0032

The program warned: the cutoff lies below the one the program advises for these potential files; the forces do not sum to zero within the program's tolerance; the exchange-correlation potential is rough where the density is thin.
